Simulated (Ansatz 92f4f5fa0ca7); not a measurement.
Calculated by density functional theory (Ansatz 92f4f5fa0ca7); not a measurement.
Periodic cell of 207 atoms, Si128O79, from a study of silicon, its oxide and their interface. The atomic structure is a simulated model.
This geometry differs little from another in the collection (a relaxation step or a small displacement).

Settings: functional r2SCAN; potential files Ansatz PAW; basis plane waves; wave-function cutoff 800 eV; density cutoff ratio 5; exchange-correlation grid ratio 1; k mesh 1 x 1 x 1, shifted by 0.5 0.5 0 of a step; self-consistency stop 1e-10 eV per atom in the density residual; occupations fixed; spin none; net charge 0.

Cell vectors (angstrom)
a 10.88 0 0
b 0 10.88 0
c -2.9065 2.0494 29.9138

Atoms and the computed forces on them: element, x, y, z (angstrom), force x, y, z (eV/angstrom)
Si 4.1581 6.8867 -9.19 -0.0246 0.012 0.2737
Si 0.9805 6.1566 -2.585 0.0201 0.0085 0.1985
Si 6.3921 4.9569 0.1497 -0.0058 -0.0051 0.0051
Si 1.6305 9.3637 -5.4887 0.0084 0.0201 0.2674
Si 2.5442 4.7344 -7.6784 0.0041 -0.0072 0.2884
Si 0.5008 3.6144 -4.1281 0.0063 0.0176 0.2502
Si 8.4073 5.7502 -6.9167 -0.0181 0.0223 0.2646
Si 1.7352 8.3482 15.5239 0.0016 -0.011 0.1745
Si 3.4645 7.5482 0.2687 -0.0044 -0.0077 -0.0011
Si 7.4252 11.4483 0.1051 0.0055 0.0019 -0.0041
Si 4.6306 3.2771 0.0016 0.0187 0.0092 0.0724
Si 7.8254 9.4225 -4.4798 0.0109 -0.0093 0.2706
Si -0.9244 8.794 0.1924 0.0215 0.0048 0.065
Si 0.9113 10.3327 0.1213 -0.0179 -0.0099 0.0729
Si 9.1355 13.1603 0.2293 0.0013 -0.005 -0.0026
Si 1.7739 5.8286 0.2796 0.0122 0.0141 0.0596
Si 2.6413 9.4248 1.4099 -0.001 0.0101 -0.0057
Si 5.5461 12.3425 1.2521 -0.0082 0.0008 -0.0061
Si 2.8568 4.0909 1.3811 0.0011 0.0001 -0.0038
Si 5.3868 6.7118 1.3491 0.0061 0.007 -0.0008
Si 8.2256 9.6689 1.451 0.0028 -0.008 -0.0028
Si 10.9063 12.1531 1.3635 0.0088 0.0008 -0.0037
Si 8.0972 14.8864 1.4541 0.006 0.0032 -0.0027
Si -0.0259 6.8972 1.343 -0.0007 -0.0042 -0.006
Si 1.2922 8.1676 2.8542 -0.0005 -0.0001 -0.0011
Si 4.1176 10.8996 2.558 0.0005 -0.0017 0.0025
Si 1.4171 13.5782 2.6325 -0.0002 -0.001 0.0016
Si 4.1156 5.4206 2.8529 0.0004 -0.0034 -0.0008
Si 6.7929 8.1733 2.6106 0.0008 0.0001 0.001
Si 9.5722 10.9182 2.886 -0.0017 0.0023 0.0002
Si 6.7665 13.5866 2.8521 0.0004 -0.0011 -0.0013
Si 9.4997 5.4652 2.6506 0.0012 0.0008 0.0019
Si 2.7046 6.7954 4.1206 0 0.0003 0.0005
Si 5.4401 9.5362 3.976 0.0007 0.0004 -0.0001
Si 2.7552 12.2149 4.0173 0.0002 0.0004 -0.0011
Si 5.4397 14.9463 4.2089 -0.0002 -0.001 0.0007
Si 8.1421 6.8151 4.0372 0.0001 -0.0003 -0.001
Si 10.8692 9.52 4.229 -0.0005 0.0001 0.0006
Si 8.1632 12.2567 4.1592 0.0004 0.0003 0.0019
Si 0.0217 4.0856 3.9762 0.0005 -0.0003 -0.0003
Si 4.0957 8.1927 5.3839 0.0009 -0.0009 -0.0014
Si 6.7906 10.8449 5.4126 0.0002 -0.0007 -0.0018
Si 4.056 13.5577 5.4777 0 -0.0009 -0.0008
Si 6.8234 5.4655 5.4725 0.0006 0.0001 -0.0014
Si 9.4807 8.1293 5.4904 0.0003 -0.0005 -0.0006
Si 1.409 10.9023 5.4701 0.0003 0.0003 -0.0011
Si -1.3256 2.7654 5.4068 0.0008 -0.0001 -0.0018
Si 1.3377 5.4156 5.4116 0 -0.0004 -0.0013
Si 2.7662 9.5086 6.7945 0.001 -0.0004 -0.0014
Si 5.4557 12.1913 6.7952 0.0009 -0.0004 -0.0013
Si 2.682 14.9617 6.7884 0.0005 0.0004 -0.001
Si 5.4297 6.8453 6.777 -0.0003 0.0004 -0.0013
Si 8.1226 9.5186 6.8126 0.0006 0.0005 -0.0018
Si 0.0009 12.2781 6.7809 0.0002 -0.0001 -0.0014
Si 8.2096 4.0867 6.7964 0.0008 -0.0008 -0.0014
Si 10.8841 6.7584 6.8066 0.0009 -0.0011 -0.0016
Si 1.3973 8.1344 8.1331 0.0008 0.0004 -0.0017
Si 4.122 10.8343 8.1715 -0.0001 -0.0008 -0.0009
Si 1.3162 13.6427 8.1569 -0.0003 -0.0005 -0.0009
Si 4.049 5.4789 8.1112 0.0009 0.0001 -0.0011
Si 6.7672 8.18 8.1719 0.0001 -0.0002 -0.0007
Si 9.5136 10.8964 8.1305 0.0005 -0.0002 -0.0015
Si 6.8472 13.5619 8.1162 0.0006 0.0009 -0.0019
Si 9.5463 5.4114 8.1894 0.0006 0.0003 -0.0014
Si 2.7278 6.8075 9.5748 0.0002 0.0002 0.0005
Si 5.4464 9.4957 9.6106 -0.0001 -0.0008 -0.0006
Si 2.7079 12.2407 9.3807 -0.0003 -0.0006 0.0008
Si 5.4569 4.0938 9.3607 0.0008 0.0007 -0.0001
Si 8.1615 6.81 9.4459 0.0014 -0.0003 0.0007
Si 0.0215 9.5151 9.4311 0 0.0009 0.0017
Si 8.1766 12.2223 9.5633 0.0014 -0.0004 0.0001
Si -0.0072 14.9558 9.6152 0.0002 -0.0006 -0.0007
Si 4.0869 8.1425 11.004 0.001 0.0005 0.0032
Si 6.8436 10.8373 10.9617 0.0013 -0.0012 0.0037
Si 4.0843 13.6033 10.6442 -0.0002 -0.0017 -0.0002
Si 6.7938 5.4332 10.732 -0.0005 -0.0016 -0.0006
Si -1.3297 8.1413 10.7751 -0.0002 -0.0014 -0.0012
Si 1.3765 10.9068 10.7459 0.0013 0.0007 -0.0017
Si 9.5138 13.568 10.9807 0.0001 0.0002 0.0025
Si 1.3616 5.4627 10.9665 -0.0011 0.0007 0.0033
Si 9.1668 4.9529 15.7493 0.0149 0.02 0.1755
Si 5.3663 12.2846 12.0929 0.0019 0.0076 -0.0021
Si 2.7846 3.9967 12.1281 0.0015 -0.001 -0.0061
Si 4.56 4.8315 13.4038 -0.0148 0.0088 0.0666
Si -2.6256 9.4125 12.2631 0.0078 0.0027 -0.0052
Si 0.0449 12.143 12.2513 -0.0031 -0.0099 -0.0073
Si 8.0803 4.1241 12.1867 -0.0028 0.0076 -0.0037
Si -0.0517 6.8452 12.2885 -0.0058 0.0051 -0.003
Si 2.6749 9.621 12.2242 -0.0084 -0.0005 -0.006
Si 0.5906 13.6227 16.2035 0.0235 0.0132 0.2185
Si 1.8526 2.2615 13.3918 -0.0103 0.0178 0.0679
Si 5.5002 6.6856 12.2633 0.0012 -0.0017 -0.01
Si 7.3725 7.5459 13.4263 -0.0109 0.0131 0.0678
Si -0.8635 10.3572 13.5322 -0.0027 0.0061 0.0006
Si 6.2438 14.0476 13.3185 0.008 -0.0039 0.0002
Si 2.4959 5.8658 18.7835 -0.0018 0.0327 0.2289
Si 6.0234 7.1837 -5.3632 0.0038 -0.0073 0.2095
Si -1.8088 5.8183 13.5132 0.004 -0.0049 0.0069
Si 2.371 10.4574 -2.6819 0.0158 0.0121 0.2276
Si 7.3587 5.3315 -1.945 0.017 -0.0152 0.1418
Si 9.2642 2.9128 -2.0338 -0.0497 -0.0093 0.148
Si 4.0925 8.1612 20.286 0.03 0.0124 0.2676
Si 9.4058 11.4794 15.5242 -0.0221 0.0192 0.1655
Si 4.1649 8.7352 -7.1081 -0.0219 -0.0334 0.2578
Si 4.3594 12.8327 -2.8169 0.0273 -0.0041 0.1941
Si 6.2159 10.3188 -8.8447 0.0116 0.0144 0.2876
Si 3.4885 7.817 -2.0208 -0.0128 0.004 0.1583
Si 0.3431 8.0443 18.1385 0.0266 0.0149 0.2602
Si 8.4792 11.0998 -7.1423 0.0197 -0.0219 0.2608
Si 1.381 3.1134 19.1499 0.0085 -0.0335 0.2519
Si 4.1244 10.3727 16.2098 0.0241 -0.0051 0.2217
Si 3.5949 11.4777 13.3891 0.0191 -0.0094 0.066
Si 9.179 13.3851 19.7438 -0.0108 -0.0082 0.2746
Si 4.914 10.7007 18.9314 -0.0335 -0.0272 0.273
Si 9.4967 3.1487 -6.6581 0.0179 0.0063 0.2674
Si 9.1463 7.7632 -2.5071 0.004 -0.0019 0.1995
Si 7.2011 11.5882 -2.2589 0.0043 0.0477 0.1674
Si 5.1397 5.8853 -3.7135 0.0375 -0.0036 0.1596
Si 3.388 3.7049 -4.8666 0.0351 -0.0292 0.2571
Si 0.1431 9.694 -7.9078 -0.0344 -0.0356 0.254
Si 0.8735 8.7079 13.4217 0.0037 -0.0051 0.0027
Si 6.1909 8.0928 16.3135 -0.0145 0.0164 0.2036
Si 8.4416 7.0112 18.0736 -0.0041 -0.0122 0.2699
Si 0.424 6.9792 -6.7505 0.0048 0.0089 0.2032
Si 0.3641 3.2595 -9.2327 0.0013 0.0085 0.2928
Si 3.734 6.0693 16.0896 -0.0202 0.0138 0.2046
Si 7.2366 13.5638 15.3317 0.0078 -0.0303 0.1525
Si 7.4716 11.8347 17.6218 0.0024 0.0102 0.2587
O 1.3667 5.3136 -1.246 -0.0256 0.0033 -0.1272
O 9.0177 8.4275 -3.9751 -0.0269 0.0337 -0.125
O 4.125 11.3707 14.9554 -0.0196 0.0369 -0.1302
O -0.1758 2.9651 19.5477 0.0422 0.0083 -0.0936
O 3.3079 5.3705 17.4783 0.0426 0.0023 -0.1556
O -1.2144 7.9615 18.5326 -0.0098 -0.0088 -0.0899
O -0.2204 2.8792 -2.87 0.0642 0.0226 -0.1339
O 9.0625 6.0849 16.906 0.0216 -0.0713 -0.164
O 0.6564 10.2159 -6.4533 -0.0378 0.0067 -0.1469
O 0.7193 5.1927 -3.8396 -0.0069 -0.045 -0.1115
O -0.7519 3.4991 -8.096 0.0646 0.002 -0.1795
O 3.5663 9.3905 -2.4034 -0.0121 0.0314 -0.0839
O 6.5855 12.734 16.5867 -0.0109 0.0538 -0.1355
O 7.8252 6.8642 -2.2199 0.0116 0.0265 -0.0744
O 1.5878 2.7678 14.9402 0.0346 -0.018 -0.1255
O -1.328 10.3293 -8.0809 0.026 -0.0088 -0.0981
O 1.0667 7.8256 -5.5007 -0.0199 -0.0233 -0.1143
O 8.2188 10.1823 -5.8315 0.024 0.0682 -0.1915
O 8.9968 12.5148 -6.5967 -0.0057 -0.0156 -0.0844
O 8.4395 10.8617 16.717 0.056 -0.0164 -0.1297
O 2.8644 9.3892 16.0447 -0.0298 -0.015 -0.0822
O -0.1849 12.1929 16.2339 -0.0215 -0.0319 -0.0835
O 3.4315 8.1048 -8.4054 0.0048 -0.0438 -0.1387
O -1.0126 6.2968 -6.4696 -0.0022 -0.0026 -0.0767
O 7.0763 7.9171 14.9929 0.0447 -0.0207 -0.1413
O 8.489 12.8266 18.406 -0.0542 -0.0536 -0.1675
O 4.1563 4.9768 14.998 0.0295 -0.0406 -0.1224
O 6.4592 8.6075 -4.7202 -0.0196 -0.0229 -0.0905
O 3.3186 3.9737 -6.4578 -0.0386 0.0469 -0.2047
O 2.4489 6.8873 15.5377 -0.0171 0.0217 -0.0781
O 0.9834 9.1336 19.1486 -0.0306 -0.0266 -0.1786
O 9.2891 8.8491 -1.3192 -0.0244 -0.0278 -0.1208
O 3.7825 5.1012 -4.135 -0.03 -0.0269 -0.0856
O 7.1758 7.8739 17.5751 -0.043 0.0213 -0.1131
O -0.3107 3.3741 -5.4791 -0.0735 -0.0175 -0.1848
O 5.3679 9.6661 -7.6217 0.0486 0.0433 -0.134
O 3.0563 11.8942 -2.7903 -0.0095 -0.0004 -0.0651
O 3.1315 9.4695 -6.1106 0.0472 -0.0134 -0.1173
O 7.9785 6.1826 19.3818 0.0021 0.0682 -0.1939
O 4.7704 9.0906 19.1466 0.0258 0.0462 -0.1267
O 1.4724 2.8735 17.5567 -0.0338 -0.0135 -0.1894
O 5.6662 11.9514 -2.5671 -0.0305 0.0063 -0.0681
O 7.7861 4.1027 15.9213 -0.0126 -0.0054 -0.0809
O 4.3133 11.3859 20.2663 0.0486 -0.0514 -0.153
O 4.9874 7.0324 16.3767 -0.0022 -0.0079 -0.0701
O 1.8004 3.6369 -8.5902 -0.0504 -0.0399 -0.1325
O 1.4729 5.8104 -7.1164 0.032 -0.0325 -0.0938
O 7.5802 10.3625 -3.2067 0.015 -0.0763 -0.1527
O 5.5329 9.5659 16.2704 0.0022 -0.0114 -0.0777
O 3.499 6.7835 19.6749 -0.0432 -0.0645 -0.1182
O 2.2718 12.9535 19.9992 -0.059 0.0523 -0.1384
O 8.1691 12.8147 -2.7322 -0.0011 0.0024 -0.0868
O 1.1592 6.6675 18.3596 -0.0162 0.0045 -0.0866
O 8.1284 5.8435 -8.5025 -0.0589 0.0128 -0.1951
O 8.6961 4.4341 -2.1448 0.0141 0.0068 -0.0687
O 1.9791 4.5597 19.5709 0.0029 0.0149 -0.0858
O 6.4774 11.0952 18.6711 0.045 0.0224 -0.1139
O 2.1438 7.2614 -2.7664 -0.0205 -0.0054 -0.0849
O -0.4368 3.9983 16.0902 -0.0297 0.0205 -0.0785
O 3.6143 5.4749 -8.6231 0.0454 0.0412 -0.1315
O 4.756 7.4531 -6.3199 -0.0586 0.0624 -0.1595
O 1.2955 10.5142 -1.4687 0.0481 0.0048 -0.1349
O 8.3252 3.7592 20.2796 0.0174 -0.0385 -0.1031
O -0.4104 6.8962 -2.3526 0.0023 -0.007 -0.0634
O 4.2173 3.0095 -1.5771 -0.0172 -0.0355 -0.1349
O 1.5909 10.0244 -4.0241 -0.0325 -0.0469 -0.1893
O 1.9947 3.0715 -4.3518 0.0138 0.0046 -0.0828
O 5.7589 6.9135 -8.9496 0.0239 -0.0187 -0.1039
O 6.2504 4.8891 -3.054 -0.0562 0.0245 -0.1235
O 8.5401 12.6937 14.8427 0.0011 0.002 -0.0723
O 4.4756 13.522 -4.2874 -0.025 0.0381 -0.1195
O 7.2977 6.6093 -6.1486 0.0761 -0.0366 -0.1433
O 1.1481 10.1765 -9.054 0.042 0.0649 -0.1683
O 4.0361 11.139 17.6377 -0.0224 -0.0055 -0.1648
O 8.2895 4.2041 -6.4373 0.0059 0.0078 -0.0897
O 7.1699 11.3687 -8.0526 -0.063 -0.0172 -0.1284
O 4.7492 6.9721 -2.5601 0.0476 -0.044 -0.1219
O 0.1671 8.0705 -7.9269 -0.0068 0.0353 -0.1039
O 0.5088 8.4624 16.595 0.0353 0.02 -0.1796

Results
free energy: -126934.775 eV
free energy less fixed offsets of O -570.45, Si -639.56 eV per atom: -5.545 eV

The program warned: the cutoff lies below the one the program advises for these potential files; the forces do not sum to zero within the program's tolerance; empty levels may hold ghost states of the PAW files; the exchange-correlation potential is rough where the density is thin.
